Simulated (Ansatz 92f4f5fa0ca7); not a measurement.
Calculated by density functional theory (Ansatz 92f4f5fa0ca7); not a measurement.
Periodic cell of 224 atoms, Si134O86N4, from a study of silicon, its oxide and their interface. The atomic structure is a simulated model.

Settings
functional: r2SCAN
potential files: Ansatz PAW
basis: plane waves
wave-function cutoff: 800 eV
density cutoff ratio: 5
exchange-correlation grid ratio: 1
k mesh: 1 x 1 x 1, shifted by 0.5 0.5 0 of a step
self-consistency stop: 1e-10 eV per atom in the density residual
occupations: fixed
spin: none
net charge: 0

Cell vectors (angstrom)
a  10.88  0  0
b  0  10.88  0
c  0  0  31.8074

Atoms and the computed forces on them: element, x, y, z (angstrom), force x, y, z (eV/angstrom)
Si  -0.3926  0.0363  -0.1092  -0.0569  0.0157  0.1784
Si  2.2597  2.6866  -0.3545  0.0411  0.0757  0.1639
Si  0.2831  5.1229  -0.1112  -0.0177  0.0586  0.1133
Si  2.9611  7.856  0.0268  0.0676  0.0264  0.2234
Si  6.096  -0.432  -0.4455  -0.0701  0.0286  0.2478
Si  8.6612  2.6088  -0.0227  -0.0389  0.0149  0.1308
Si  5.1353  5.6514  0.0985  -0.1173  -0.0436  0.1876
Si  7.8891  7.9572  0.1581  0.0696  0.0039  0.0885
Si  1.2702  1.1967  1.1623  0.0213  -0.0071  0.0175
Si  3.9984  3.8304  1.0078  0.0167  0.0328  -0.0179
Si  1.3654  6.7177  1.2536  0.0278  -0.0342  0.0349
Si  4.246  9.5585  1.0015  -0.0198  -0.0206  0.0047
Si  6.9503  1.2929  1.0072  0.0242  0.0632  -0.0202
Si  9.7249  4.0387  1.4335  -0.037  -0.003  0.0568
Si  6.6239  6.6925  1.5673  0.0267  -0.0414  0.0945
Si  9.4189  9.3706  1.2736  -0.0176  -0.0275  0.0412
Si  0.1208  2.6052  2.711  -0.008  0.0188  0.029
Si  2.8155  -0.0426  2.432  -0.0112  -0.0292  -0.0089
Si  0.0212  8.1105  2.5793  0.0275  0.0027  0.0131
Si  2.737  5.2753  2.5255  -0.0304  0.0179  0.0673
Si  5.4896  2.6123  2.3898  0.0102  -0.0232  -0.0089
Si  8.1552  -0.033  2.5875  -0.0063  -0.0124  0.0529
Si  5.3579  8.2486  2.6878  -0.0026  -0.0574  0.0283
Si  8.2127  5.369  2.6659  -0.05  0.0053  0.0471
Si  1.4407  4.0231  4.0115  0.006  -0.0374  -0.0196
Si  4.1365  1.3294  3.8471  -0.0161  0.0234  -0.0192
Si  1.432  9.4938  3.8611  -0.0065  -0.0183  -0.0322
Si  4.0223  6.7562  3.9202  0.0516  0.0098  -0.0597
Si  6.8058  3.9733  3.8879  0.0123  0.0373  -0.0299
Si  9.5369  1.295  3.9725  0.0202  0.0023  0.0039
Si  6.7912  9.5496  3.9965  -0.0214  0.019  -0.003
Si  9.5522  6.7864  3.9785  -0.0171  -0.008  -0.0247
Si  0.0689  -0.0444  5.2795  0.0591  0.007  -0.025
Si  2.83  2.6852  5.2993  0.0294  0.0199  0.0074
Si  0.0409  5.4185  5.3173  -0.0078  -0.0138  -0.004
Si  2.7017  8.1328  5.2975  -0.0121  -0.0091  -0.0043
Si  5.4431  0.0294  5.324  -0.0134  -0.0257  -0.0123
Si  8.1739  2.6825  5.3031  -0.005  0.0198  -0.0013
Si  5.4764  5.4261  5.2297  0.0265  0.0107  -0.0081
Si  8.185  8.1711  5.3033  0.0195  0.0083  -0.0061
Si  1.424  1.348  6.6329  -0.0161  0.0247  0.0117
Si  4.1492  4.1001  6.6422  -0.0324  -0.0128  0.002
Si  1.3597  6.8086  6.6865  0.0036  0.0134  -0.002
Si  4.0719  9.5247  6.644  0.0268  -0.0105  0.0277
Si  6.8156  1.3786  6.6871  0.0026  -0.0007  -0.0032
Si  9.5374  4.0742  6.6554  0.0058  0.016  0.0008
Si  6.8275  6.79  6.6291  -0.0075  0.0197  0.0008
Si  9.5511  9.5258  6.6551  -0.0411  -0.0483  0.0038
Si  0.0646  2.7296  7.9845  -0.0065  0.0023  -0.0159
Si  2.7592  0.0308  8.042  -0.0088  -0.0382  -0.0013
Si  -0.0155  8.1665  8.032  0.0309  0.011  0.0075
Si  2.7824  5.4691  7.9965  -0.0081  0.0128  -0.0012
Si  5.4935  2.7789  8.0332  0.0391  0.0315  0.0068
Si  8.2158  0.0446  8.018  -0.0337  0.0168  -0.0133
Si  5.483  8.1944  7.9731  -0.0221  0.0024  0.0014
Si  8.1871  5.4541  8.02  0.0258  -0.0028  0.0031
Si  1.4179  4.1094  9.34  -0.0001  -0.0004  -0.0236
Si  4.1329  1.446  9.3896  0.0015  0.0008  0.0173
Si  1.3193  9.5796  9.3465  -0.0004  -0.0175  0.0102
Si  4.1482  6.8454  9.3479  0.0055  0.0074  -0.0014
Si  6.8605  4.1049  9.4181  -0.0293  -0.0139  -0.0023
Si  9.5784  1.4213  9.3802  0.0379  0.0172  0.0215
Si  6.8033  9.6031  9.3444  0.0255  -0.0285  0.0081
Si  9.5149  6.8187  9.4127  -0.058  -0.0155  0.0139
Si  0.0298  0.0889  10.7787  -0.0093  -0.0468  0.0293
Si  2.779  2.8157  10.7575  0.0056  -0.0018  -0.0144
Si  0.0378  5.4143  10.7121  0.0395  0.0148  0.0384
Si  2.7302  8.2351  10.6068  0.005  -0.0073  0.0146
Si  5.5289  0.1425  10.7616  -0.0539  0.0433  0.0202
Si  8.2533  2.7721  10.7918  -0.0235  0.0167  0.007
Si  5.516  5.5021  10.7469  0.0382  0.0137  0.0126
Si  8.1393  8.2647  10.7061  0.0058  -0.0122  0.0473
Si  1.4125  1.4869  12.1283  0.0109  0.0306  -0.0169
Si  4.1744  4.1609  12.1297  -0.0055  -0.0126  -0.0149
Si  1.4277  6.8275  11.9435  -0.0464  -0.0071  -0.0484
Si  3.9626  9.7292  11.9218  0.0216  -0.0674  -0.0663
Si  6.9648  1.4334  12.2401  -0.0107  -0.0281  -0.0295
Si  9.613  4.095  12.1988  -0.028  0.0023  -0.054
Si  6.8063  6.9402  12.0972  0.0102  -0.0291  -0.0341
Si  9.4695  9.6262  12.095  0.0138  0.0317  -0.0214
Si  0.0382  2.6173  13.6496  0.0817  0.0153  -0.0148
Si  2.7527  0.1602  13.5077  -0.0343  0.0353  -0.0266
Si  0.0863  8.266  13.1949  0.0693  0.0618  -0.038
Si  2.76  5.5447  13.4063  -0.0506  -0.0227  -0.0018
Si  5.5989  2.8838  13.5247  0.0048  0.0177  -0.0169
Si  8.2254  -0.0403  13.7439  -0.0582  -0.02  0.081
Si  5.2092  8.3221  13.1963  0.0606  0.0522  -0.0106
Si  8.3772  5.7354  13.4207  -0.0739  -0.0147  -0.0309
Si  1.2433  4.3821  14.7356  -0.0446  0.011  -0.0526
Si  4.4861  1.2098  14.7747  0.0022  0.013  -0.1334
Si  1.312  9.5459  14.6676  0.0156  0.116  -0.1473
Si  3.5694  7.3885  14.6348  0.0092  -0.0537  -0.1809
Si  7.0476  4.4126  14.7081  0.0131  0.0116  -0.1006
Si  10.0064  0.7744  15.2271  -0.0253  -0.0294  -0.2325
Si  6.3982  9.6081  14.6908  0.0425  0.0065  -0.179
Si  10.0488  6.8693  14.7865  -0.0414  -0.0334  -0.1181
Si  -1.9884  3.2  16.7396  0.0433  -0.0762  -0.1284
Si  2.7367  2.5999  16.9749  -0.0698  0.0345  -0.1298
Si  5.9903  7.001  16.2983  0.0247  0.069  -0.219
Si  6.0045  1.0206  23.691  -0.0156  0.0028  -0.0397
Si  0.2527  1.6089  17.8282  -0.0227  0.0228  -0.1829
Si  0.9445  8.5282  19.642  -0.0126  -0.0139  -0.1688
Si  -2.4406  3.6604  21.7508  0.076  -0.011  -0.1246
Si  6.4735  7.9215  21.2184  -0.0141  -0.0212  -0.1278
Si  0.5454  4.3614  17.4982  0.0758  0.0124  -0.1031
Si  3.7255  -5.138  24.3047  -0.0158  0.044  0.0781
Si  -1.8948  9.2964  19.8193  0.0997  -0.0432  -0.1615
Si  10.3416  9.0103  17.0694  0.0176  -0.0019  -0.1541
Si  -3.6262  3.8441  19.2772  -0.0066  0.0332  -0.2051
Si  1.2471  -1.6581  29.594  0.0004  -0.0351  0.1884
Si  0.7763  17.7525  24.55  0.0115  0.0015  0.0971
Si  8.7253  -7.5415  26.0494  -0.0127  -0.0373  0.162
Si  2.2467  5.8458  19.3825  -0.0022  0.0009  -0.0931
Si  9.6133  1.0323  27.6155  -0.0039  0.0152  0.149
Si  -5.6065  6.3615  19.0637  -0.0122  0.0009  -0.1529
Si  -5.04  2.736  21.359  -0.0744  0.0334  -0.1566
Si  1.7384  1.0356  28.7261  0.0364  -0.018  0.2064
Si  1.1786  0.4927  20.3128  0.0082  -0.0183  -0.1002
Si  4.2268  -4.1961  27.2983  0.0427  -0.0677  0.1804
Si  2.175  9.1257  24.8083  0.056  0.0467  0.0675
Si  2.9836  0.6292  26.0472  -0.0469  -0.0433  0.1172
Si  5.3232  -1.5071  26.6114  0.0517  0.0033  0.1526
Si  -1.2701  11.5625  21.8886  0.069  -0.0441  -0.071
Si  6.3306  5.091  29.0678  0.0792  0.0395  0.2137
Si  6.8664  0.2166  28.4001  -0.0579  0.0049  0.161
Si  -1.731  5.3279  24.094  0.021  -0.014  0.0326
Si  6.5137  -5.3578  22.8978  0.0114  0.0058  -0.0346
Si  -2.0997  5.3705  30.2148  0.0547  -0.0388  0.2266
Si  4.9818  -1.6369  23.7274  -0.0158  -0.0055  0.044
Si  -2.098  0.7082  24.7367  0.0611  0.0016  0.0835
Si  6.0597  2.9713  27.3299  0.0388  -0.0163  0.1839
Si  1.5668  7.4554  27.2324  -0.0003  0.0286  0.1757
Si  3.0477  3.0577  20.0126  -0.0441  0.0363  -0.1577
Si  15.1756  2.9587  25.0899  -0.012  0.0158  0.098
O  -1.2637  1.3676  -0.6069  0.0253  -0.0254  -0.0882
O  0.0623  -0.9353  30.4442  0.016  -0.0226  -0.1191
O  -2.1023  -8.5543  24.7844  -0.0121  0.0089  -0.0347
O  2.2108  2.0092  29.9435  -0.0122  -0.082  -0.1705
O  -4.7929  3.5173  28.8381  -0.0065  -0.0559  -0.0773
O  -0.4749  5.413  30.253  -0.0066  -0.011  -0.1321
O  -1.4617  2.6182  27.3192  0.0046  0.0217  -0.0448
O  4.0516  6.7422  -0.4469  -0.0099  -0.0265  -0.0685
O  6.0534  0.1574  29.8202  0.0333  0.0248  -0.1696
O  7.0112  -1.7852  -0.6514  -0.0241  -0.0106  -0.0624
O  8.3685  3.8273  30.6965  -0.0399  0.0432  -0.0841
O  13.3495  1.4141  27.3586  0.0302  0.0196  -0.1129
O  1.7288  9.8477  20.2142  0.048  0.0159  0.0504
O  6.0412  5.3456  30.6152  0.0503  -0.0032  -0.1838
O  8.4828  6.7538  -0.7702  -0.0115  0.0222  -0.1191
O  0.2855  5.7008  15.0518  0.0524  -0.1228  0.0598
O  1.7017  1.3395  17.125  0.0349  -0.031  0.0604
O  3.9326  2.0809  16.041  -0.0031  0.0392  0.0636
O  2.4011  8.4097  15.2145  -0.0139  -0.0217  0.0995
O  4.4147  6.9719  15.9489  -0.0096  -0.0481  0.1256
O  6.5365  -8.3389  19.9077  -0.0256  -0.0511  0.0797
O  6.564  5.5451  15.8191  -0.0693  0.0274  0.0718
O  6.1402  5.0152  19.2881  0.028  -0.0383  0.0584
O  11.2869  3.088  18.5198  -0.0459  0.0089  0.0379
O  5.4592  10.8481  15.2962  -0.0283  0.0674  0.0748
O  6.7236  8.3621  15.7442  0.0422  -0.0796  0.1009
O  9.8306  7.6982  16.206  0.0206  0.0281  0.1166
N  -1.0785  1.711  16.7157  0.0106  0.0155  0.1837
O  -10.7461  0.5826  19.0487  -0.0387  -0.0014  0.0181
O  5.247  -3.4994  20.3108  0.0166  0.0455  0.0836
O  -3.2901  -2.2946  20.2468  -0.0437  -0.0077  0.0349
O  1.8045  -3.6502  20.0982  0.0162  0.0446  0.0667
O  -0.5635  8.4566  20.2596  -0.0392  0.0095  0.0639
O  3.385  3.0347  18.4076  0.0496  -0.0118  0.1104
O  1.0733  5.6556  18.2694  -0.0056  -0.0079  0.0277
N  1.7433  3.8795  16.3293  0.0399  0.0085  0.1596
O  7.1389  6.6115  21.8681  0.0101  -0.0178  0.0318
O  -2.8007  3.2949  15.3522  0.0795  -0.0543  0.0152
O  0.751  8.6342  18.0112  0.0048  -0.0294  0.0662
O  6.0595  7.1219  17.8843  -0.0022  -0.0017  0.1457
O  -1.7177  9.4542  18.1606  -0.0708  -0.0057  0.0773
N  0.0341  -0.6959  15.806  -0.0545  -0.0388  0.167
O  8.5463  4.1999  20.2069  0.0051  0.0065  0.1186
N  6.75  3.9554  22.188  -0.0343  0.0969  -0.0024
O  9.3939  4.4383  22.7667  -0.0123  -0.0105  0.0098
O  -3.1378  3.3766  17.8336  -0.0463  -0.0054  0.1888
O  -0.9685  4.462  16.9144  -0.0072  0.0686  0.0112
O  2.2872  4.4856  20.2895  -0.0064  -0.0254  0.083
O  3.7278  6.0122  18.7398  0.0152  0.0071  0.001
O  -6.1737  8.1984  27.5046  -0.0165  0.017  -0.0512
O  -1.9299  10.636  20.7361  -0.0273  0.052  0.0449
O  -8.593  1.654  20.2801  0.0076  -0.0161  0.0481
O  0.6427  -4.2308  26.1758  -0.0438  -0.0202  -0.0782
O  2.4097  -2.4268  26.2697  -0.0088  0.019  -0.0706
O  -4.2547  -1.0719  27.4676  -0.023  -0.0505  -0.0976
O  2.1488  8.2792  30.508  -0.069  0.0303  -0.159
O  4.2873  3.0627  21.0599  0.0722  -0.0058  0.0744
O  1.8991  -0.2282  25.2056  -0.015  -0.0107  -0.0304
O  7.213  3.7  26.4664  0.0243  0.0322  -0.0762
O  3.6198  4.1468  24.2953  -0.033  0.0161  -0.039
O  -7.4466  8.759  23.8388  0.0262  -0.0086  -0.0476
O  6.3118  1.4017  27.4554  -0.0254  0.0376  -0.0854
O  5.3155  5.829  28.0963  -0.0585  0.0223  -0.1064
O  0.15  0.9425  28.3785  -0.0455  -0.0133  -0.0451
O  0.7359  -2.5861  28.3555  -0.0087  -0.0289  -0.1154
O  -5.2215  13.2957  24.4205  0.0149  -0.0272  -0.0073
O  -3.6523  0.3118  24.4786  -0.027  -0.0184  0.0019
O  -2.9793  5.5087  28.8542  -0.0205  0.0163  -0.1006
O  7.5573  5.6701  24.1534  -0.0045  0.0112  0.0163
O  -1.3844  -6.2408  25.5208  0.0202  0.0343  -0.0509
O  -1.3564  0.1495  23.4226  -0.0006  -0.0276  0.0176
O  2.7187  -4.3608  27.9054  0.0015  0.0171  -0.0597
O  4.9822  5.9958  23.2657  0.0019  0.0153  -0.0022
O  4.6525  3.318  26.6245  -0.0569  0.0064  -0.0664
O  -1.9909  2.1159  21.7809  -0.0346  0.0144  -0.0045
O  4.8058  -0.0385  23.7144  -0.0281  0.0267  0.0126
O  -6.6197  -0.281  26.4632  0.0142  0.0223  -0.0339
O  13.0688  -4.6628  24.0133  -0.0103  -0.0108  -0.0497
O  4.2252  -4.6196  25.7434  -0.0012  -0.0188  -0.1296
O  0.8704  8.4506  24.1733  -0.0011  -0.0213  -0.0046
O  3.2356  12.6715  24.9934  0.0065  0.0362  -0.0467
O  9.4377  0.2503  26.1683  -0.0232  -0.0361  -0.1048
O  5.7108  -2.0504  25.1255  0.0223  -0.0265  -0.0645
O  23.9706  10.4108  29.0882  0.0413  0.0408  -0.098
O  5.8243  8.8143  22.415  -0.012  0.0448  0.0378
O  8.4599  0.4511  28.6105  0.0602  0.0057  -0.0392
O  -4.7281  1.3471  22.1207  0.0226  -0.0402  0.0485
O  -10.5573  0.7507  21.641  -0.03  0.0177  0.0618
O  -0.6198  6.4648  23.8964  -0.0117  0.0067  -0.0345
O  1.4182  4.0563  31.2514  0.0307  -0.0155  -0.0417

Results
free energy: -136301.616 eV
free energy less fixed offsets of N -386.36, O -570.45, Si -639.56 eV per atom: 3.564 eV

The program warned: the cutoff lies below the one the program advises for these potential files; the forces do not sum to zero within the program's tolerance; empty levels may hold ghost states of the PAW files; the exchange-correlation potential is rough where the density is thin.
